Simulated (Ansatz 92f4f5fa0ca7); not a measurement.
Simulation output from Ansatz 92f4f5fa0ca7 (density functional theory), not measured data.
Periodic cell of 224 atoms, Si133O90H1, from a study of silicon, its oxide and their interface. The atomic structure is a simulated model.
Doubt: the cutoff is far below the 930 eV that the study's wrapper takes by default for these files, so forces and energies are approximate.
This geometry differs little from another in the collection (a relaxation step or a small displacement).

Settings: functional PBE; potential files Ansatz PAW; basis plane waves; wave-function cutoff 580 eV; density cutoff ratio 5; exchange-correlation grid ratio 1; k mesh 1 x 1 x 1, Gamma-centred; self-consistency stop 5e-08 eV per atom in the density residual; occupations fixed; spin none; net charge +1 e, with a uniform compensating background and no finite-size correction.

Cell vectors (angstrom)
a, 10.938, 0, 0
b, 0, 10.938, 0
c, 0, 0, 32.4272

Atoms: element, x, y, z (angstrom)
Si, 0.485, -0.5421, 24.8504
Si, 5.5863, -0.2697, 25.0149
Si, 2.5995, 2.9556, 25.0453
Si, 8.0919, 2.9772, 24.7557
Si, 0.3772, 5.2451, 24.9371
Si, 4.8689, 6.0315, 24.9216
Si, 2.7297, 8.2426, 25.4109
Si, 7.9739, 8.5669, 24.8306
Si, 1.3898, 1.2784, 26.1867
Si, 6.8077, 1.4606, 26.1217
Si, 4.0869, 4.2327, 26.3094
Si, 9.5855, 4.1366, 26.18
Si, 1.2964, 6.7908, 26.46
Si, 6.7906, 6.8982, 26.1076
Si, 4.1891, 9.6071, 26.5559
Si, 9.6055, 9.5952, 26.197
Si, 2.7214, 0.0495, 27.7025
Si, 8.2042, 0.0683, 27.56
Si, -0.0096, 2.6979, 27.5724
Si, 5.4659, 2.7742, 27.5988
Si, 2.7184, 5.4669, 27.7402
Si, 8.1781, 5.501, 27.5504
Si, -0.0805, 8.2254, 27.6763
Si, 5.547, 8.1458, 27.7105
Si, 4.1018, 1.3673, 29.009
Si, 9.5708, 1.3673, 29.009
Si, 1.3673, 4.1018, 29.009
Si, 6.8362, 4.1018, 29.009
Si, 4.1018, 6.8362, 29.009
Si, 9.5708, 6.8362, 29.009
Si, 1.3673, 9.5708, 29.009
Si, 6.8362, 9.5708, 29.009
Si, 0, 0, 30.3762
Si, 5.469, 0, 30.3762
Si, 2.7345, 2.7345, 30.3762
Si, 8.2035, 2.7345, 30.3762
Si, 0, 5.469, 30.3762
Si, 5.469, 5.469, 30.3762
Si, 2.7345, 8.2035, 30.3762
Si, 8.2035, 8.2035, 30.3762
Si, 1.3673, 1.3673, 31.7435
Si, 6.8362, 1.3673, 31.7435
Si, 4.1018, 4.1018, 31.7435
Si, 9.5708, 4.1018, 31.7435
Si, 1.3673, 6.8362, 31.7435
Si, 6.8362, 6.8362, 31.7435
Si, 4.1018, 9.5708, 31.7435
Si, 9.5708, 9.5708, 31.7435
Si, 2.7345, 0, 0.6835
Si, 8.2035, 0, 0.6835
Si, 0, 2.7345, 0.6835
Si, 5.469, 2.7345, 0.6835
Si, 2.7345, 5.469, 0.6835
Si, 8.2035, 5.469, 0.6835
Si, 0, 8.2035, 0.6835
Si, 5.469, 8.2035, 0.6835
Si, 4.1018, 1.3673, 2.0507
Si, 9.5708, 1.3673, 2.0507
Si, 1.3673, 4.1018, 2.0507
Si, 6.8362, 4.1018, 2.0507
Si, 4.1018, 6.8362, 2.0507
Si, 9.5708, 6.8362, 2.0507
Si, 1.3673, 9.5708, 2.0507
Si, 6.8362, 9.5708, 2.0507
Si, 0, 0, 3.418
Si, 5.469, 0, 3.418
Si, 2.7345, 2.7345, 3.418
Si, 8.2035, 2.7345, 3.418
Si, 0, 5.469, 3.418
Si, 5.469, 5.469, 3.418
Si, 2.7345, 8.2035, 3.418
Si, 8.2035, 8.2035, 3.418
Si, 1.3167, 1.4034, 4.754
Si, 6.8488, 1.3663, 4.8573
Si, 4.1831, 4.0321, 4.7463
Si, 9.5506, 4.1123, 4.8513
Si, 1.3774, 6.8094, 4.7546
Si, 6.8551, 6.8013, 4.793
Si, 4.1391, 9.5411, 4.7621
Si, 9.5576, 9.5896, 4.7721
Si, 2.8542, 0.1059, 6.0345
Si, 8.1872, -0.0627, 6.2263
Si, -0.0475, 2.6983, 6.2169
Si, 5.5562, 2.7941, 6.2891
Si, 2.7294, 5.3516, 5.9892
Si, 8.2176, 5.5019, 6.2884
Si, -0.0416, 8.1211, 6.1237
Si, 5.4357, 8.1268, 6.1333
Si, 3.8597, 1.6941, 7.4805
Si, 9.8241, 1.0345, 7.542
Si, 1.6034, 3.8744, 7.4063
Si, 6.6057, 4.4666, 7.7141
Si, 4.198, 6.5103, 7.3387
Si, 9.3399, 7.1283, 7.6245
Si, 1.1067, 9.9155, 6.9819
Si, 6.979, 9.2576, 7.4787
O, 11.0395, 5.9175, 23.4589
O, 4.5584, 0.0448, 23.7681
O, 8.1451, 8.204, 8.0604
O, 2.7057, 2.7665, 7.952
O, 7.1924, 4.1052, 23.9509
O, 1.6901, 9.2681, 24.6107
O, 5.3727, 5.5297, 7.9417
O, 0.1173, -0.0745, 7.8522
O, 7.0742, 4.2029, 9.2874
O, 6.0932, 9.9263, 8.695
O, 10.1641, 6.5937, 8.9524
O, 3.4496, 9.4495, 9.0406
O, 4.3963, 0.9894, 8.857
O, 1.0753, 4.6782, 8.7279
O, 9.3067, 1.446, 9.0331
O, 3.2481, 6.9012, 8.6195
O, 7.4251, 6.2717, 22.3295
O, 8.8924, 2.1613, 23.5657
O, 5.1261, 5.5168, 23.3853
O, 3.3562, 2.4199, 23.682
O, 10.952, -0.2325, 23.2986
O, 3.7445, 7.2121, 24.5892
O, 1.4565, 4.0499, 24.5967
O, 6.7703, 9.6527, 24.4557
Si, 14.668, 1.0837, 22.8295
Si, -1.2439, 2.6183, 22.2142
Si, 0.7564, 11.5622, 22.108
Si, 11.691, 0.8155, 14.9611
Si, 5.97, -0.6456, 12.0909
Si, 11.7182, 15.782, 12.6669
Si, 9.4383, 1.603, 10.6607
Si, 5.3247, 4.0691, 20.0565
Si, 9.9932, 8.0849, 13.5204
Si, 10.4938, -2.9444, 16.5132
Si, 10.8751, 5.3004, 9.6905
Si, -0.2441, 5.4803, 21.9152
Si, 8.6995, -1.2656, 11.502
Si, 8.8535, 5.0967, 13.2145
Si, 7.3278, 3.617, 15.6329
Si, 12.3536, 6.0726, 15.4116
Si, 5.757, 5.709, 17.4012
Si, 4.7116, 10.4328, 9.4128
Si, 13.4788, 1.5029, 18.7464
Si, 9.731, 0.8007, 19.8798
Si, -1.024, 2.3083, 17.0069
Si, 12.6816, 9.9342, 17.2211
Si, 5.2124, 1.1424, 20.1212
Si, 3.6539, 7.7916, 16.4783
Si, 13.0776, 4.1597, 20.0853
Si, -3.5422, 9.7048, 19.8538
Si, 8.4502, 7.4694, 21.9678
Si, 2.6543, 2.4563, 13.3862
Si, 5.7472, -1.3827, 14.9479
Si, 2.9654, 8.0398, 9.7338
Si, -3.4701, -2.6149, 17.1124
Si, 0.8865, 11.6915, 11.9883
Si, 6.5279, 5.0017, 22.7503
Si, 1.6753, -7.0947, 17.2673
Si, 11.3184, 8.8665, 11.0041
Si, 5.5385, 1.4648, 14.1252
Si, 8.1703, 4.0973, 10.4949
O, 8.2256, 2.5929, 11.1011
O, 5.8141, -1.6794, 13.337
O, 9.8906, 1.5572, 18.4511
O, 3.7346, -6.6181, 20.4445
O, -1.1909, 8.9082, 10.4874
O, 0.1499, 0.2301, 20.6371
O, 1.3418, 8.0874, 9.9423
O, 15.1711, 2.4092, 13.7803
O, 18.0732, -1.2912, 11.1342
O, 12.575, 0.2196, 18.2965
O, 11.0498, 6.4521, 16.3455
O, 10.4433, -2.3607, 14.989
O, 7.9994, 4.5582, 14.4734
O, 13.3333, 12.2616, 12.2296
O, 6.8697, 6.823, 17.0466
O, 11.2034, 11.2911, 13.4607
O, 13.039, 4.6969, 15.9494
O, 19.7375, -0.4804, 19.5952
O, 0.3288, 13.1241, 22.3898
O, 6.1865, 0.847, 12.7422
O, 5.7191, 2.5717, 19.4902
O, -1.9047, 1.8487, 20.935
O, 5.2229, 0.1724, 15.1049
O, 7.9885, 5.091, 11.7877
O, 12.675, 2.1082, 14.6988
O, 6.2212, 4.1776, 21.4032
O, 1.8518, 4.7836, 18.5992
O, 1.0091, 10.3655, 11.0606
O, 3.9256, 0.7694, 19.189
O, 11.4251, 8.9315, 17.4495
O, 11.5661, 5.5333, 11.1649
O, 10.9774, 12.8525, 11.1551
O, 3.0897, -1.9307, 17.4325
O, 6.152, 4.4432, 16.426
O, -2.1939, 8.1943, 23.4164
O, 1.0704, 16.8919, 13.8256
O, 10.2369, 4.2031, 13.0171
O, 5.7778, 5.1708, 18.9413
O, 9.6391, 4.2231, 21.964
O, 4.3049, 6.4679, 17.1975
O, 3.7809, 7.7906, 11.119
O, 4.7545, -0.4739, 11.027
O, 7.6998, 8.535, 20.9694
O, 1.9087, 2.4964, 19.936
O, 9.0567, -2.8685, 17.2239
O, -1.1017, 6.7847, 21.3437
O, -2.0883, -1.8176, 13.0126
O, 9.127, 0.2775, 11.5036
O, -0.554, 12.1844, 15.8434
O, 4.7209, 8.4544, 15.4863
O, 8.4796, 3.0053, 16.6332
O, 2.4466, -3.6298, 15.5127
O, -4.6769, 10.8349, 20.2312
O, 9.6465, 4.2485, 9.8055
O, 13.5896, 2.5249, 17.452
O, 2.3676, 0.4052, 22.2221
O, 11.2684, 8.1849, 12.4823
O, 6.6331, 2.3761, 14.8659
O, -1.6637, 6.6289, 13.5266
O, 0.1012, 3.4722, 17.1141
O, 12.0483, 4.9666, 21.1015
O, 4.7179, 1.5046, 21.6274
O, 7.1249, -1.6818, 15.7973
O, 12.5681, -0.3434, 15.7161
O, 6.8922, -1.9069, 18.4609
O, 13.023, 3.8564, 12.7312
H, 3.8282, 6.8953, 11.4909

Results
free energy: -135753.847 eV
free energy less fixed offsets of H -15.97, O -568.88, Si -635.61 eV per atom: -2.547 eV

Forces (eV/angstrom), in the order of the atoms: element, x, y, z
Si, 0.0021, -0.0012, -0.0016
Si, 0.0001, -0.0021, 0.0043
Si, -0.0006, 0.0002, -0.0008
Si, -0.0007, -0.0002, 0.0018
Si, -0.0008, 0.0003, 0.0031
Si, -0.0016, -0.0002, 0.0013
Si, 0.0001, 0, 0.0038
Si, -0.0007, 0, 0.0028
Si, -0.0006, 0.0004, 0.0004
Si, 0.0004, 0.0001, -0.0005
Si, -0.0004, 0, 0.0005
Si, 0.0004, -0.0013, -0.0005
Si, -0.0005, -0.0006, -0.001
Si, -0.0001, 0.0007, 0.0003
Si, 0.0003, -0.0009, -0.0012
Si, -0.0033, 0.0009, 0.0007
Si, 0.0003, -0.001, -0.0009
Si, 0, -0.0005, -0.0018
Si, -0.0011, 0.001, -0.001
Si, 0.0008, -0.0002, -0.0009
Si, -0.0001, 0.0011, -0.0011
Si, 0.0004, -0.0004, -0.0002
Si, 0.0019, -0.0008, -0.0008
Si, -0.0002, 0.0012, -0.0009
Si, 0.1213, 0.5458, 0.1294
Si, -0.0619, 0.105, -0.2283
Si, -0.304, -0.5622, 0.1297
Si, 0.1406, 0.1567, -0.3743
Si, 0.1805, -0.0592, 0.515
Si, -0.595, -0.0958, 0.0387
Si, -0.1889, 0.0099, 0.0773
Si, 0.5264, 0.2528, -0.0664
Si, -0.0096, -0.0527, -0.0005
Si, 0.0586, 0.0336, -0.0643
Si, 0.0149, 0.0194, 0.0492
Si, 0.0825, 0.0234, -0.0481
Si, -0.0786, -0.1445, -0.0561
Si, -0.0784, 0.0149, 0.0319
Si, 0.0925, -0.0036, -0.0187
Si, 0.0693, 0.0589, 0.0509
Si, 0.0362, 0.0025, -0.0289
Si, -0.0479, -0.0058, -0.0263
Si, -0.0056, -0.01, -0.0052
Si, -0.0038, 0.0716, 0.0005
Si, 0.0055, 0.0159, -0.0422
Si, -0.0297, 0.024, -0.0277
Si, -0.0676, 0.0242, -0.0257
Si, 0.0145, -0.0336, -0.0087
Si, 0.0423, -0.0208, 0.0171
Si, 0.0108, -0.0132, 0.0059
Si, 0.0193, -0.0227, 0.0154
Si, 0.0051, 0.0042, 0.0309
Si, 0.029, 0.0007, 0.016
Si, 0.023, -0.0329, 0.0139
Si, 0.0075, 0.0164, 0.0317
Si, -0.0122, -0.0323, 0.0213
Si, -0.1264, -0.0526, -0.0255
Si, 0.0059, -0.0034, 0.0172
Si, -0.0125, 0.0312, 0.0222
Si, -0.0608, 0.0616, -0.0267
Si, -0.0057, -0.0016, 0.0444
Si, -0.0386, -0.0127, -0.0128
Si, 0.03, -0.0204, 0.0066
Si, 0.034, 0.0944, 0.0181
Si, -0.0789, -0.023, -0.2519
Si, 0.2334, 0.1871, 0.1448
Si, 0.2312, -0.1358, -0.2448
Si, -0.0526, 0.0455, 0.4399
Si, -0.2847, -0.1835, 0.0721
Si, 0.2707, -0.1296, -0.2343
Si, -0.0661, 0.0732, -0.0772
Si, -0.0291, -0.1984, -0.0239
Si, -0.0024, 0.0031, -0.003
Si, -0.0029, 0.0032, 0.0015
Si, 0.0014, 0.0007, 0.0033
Si, 0.0008, 0.0004, 0.0001
Si, -0.0019, -0.0004, 0.0038
Si, -0.0021, -0.0016, 0.0028
Si, 0.0048, -0.0005, -0.0004
Si, 0.0011, 0.004, 0.0015
Si, -0.0128, -0.0077, 0.0072
Si, 0.0022, -0.0027, -0.0022
Si, 0.0015, -0.0007, 0.0011
Si, -0.0023, -0.0014, -0.0012
Si, 0.0012, -0.0033, -0.0034
Si, -0.0016, 0.0015, -0.0014
Si, 0.0033, -0.0015, -0.0003
Si, 0.0017, -0.0012, -0.0034
Si, 0.0089, 0.0045, 0.0004
Si, 0.0017, 0.0025, 0.0024
Si, -0.001, 0.001, -0.002
Si, -0.0049, 0.0034, 0.002
Si, -0.0041, -0.0034, -0.0062
Si, -0.0007, 0.001, 0.0061
Si, 0.0132, -0.0083, -0.0184
Si, -0.002, 0.0014, 0.0035
O, 0.0003, 0, -0.0017
O, -0.0008, 0.0009, -0.0019
O, -0.001, -0.0018, -0.0009
O, -0.0029, 0.0001, 0.0004
O, -0.0004, 0.0006, -0.0008
O, 0.0001, -0.0007, -0.0005
O, 0.0051, -0.0019, 0.0057
O, -0.0109, 0.0133, 0.0131
O, -0.0005, -0.0011, -0.0025
O, 0.006, -0.0035, -0.0046
O, -0.0004, -0.0004, -0.0006
O, 0, 0.002, 0.0027
O, 0.0008, -0.0024, -0.0001
O, -0.0009, 0.0016, 0.0017
O, 0.0002, -0.0014, -0.0022
O, -0.0025, -0.0103, -0.0151
O, -0.0005, -0.0006, -0.0003
O, 0.0001, -0.0004, -0.0009
O, 0.0002, 0, -0.0008
O, -0.0002, -0.0001, -0.0011
O, -0.0006, -0.0001, 0.0001
O, -0.0009, 0.001, -0.003
O, 0, -0.0009, -0.0002
O, 0.0005, 0.0004, -0.0031
Si, 0.0002, -0.0006, 0.0004
Si, -0.0006, 0.0001, 0.0004
Si, -0.0001, 0, 0.0005
Si, -0.0004, 0.0002, -0.0008
Si, 0.0008, 0.0027, -0.0052
Si, 0.0006, 0.0008, -0.0018
Si, -0.0003, 0.0013, -0.0016
Si, -0.0003, -0.0001, 0.0006
Si, -0.0006, -0.0002, -0.002
Si, -0.0004, -0.0005, 0.0011
Si, 0.0001, 0.0011, -0.0009
Si, -0.0003, -0.0001, 0.0003
Si, -0.0017, -0.0013, -0.0028
Si, -0.0005, 0.0001, -0.0027
Si, -0.0004, 0.0013, -0.0003
Si, 0, -0.0004, -0.0019
Si, -0.0003, -0.0001, -0.0001
Si, -0.0177, -0.0079, 0.0013
Si, -0.0001, -0.0002, 0.0007
Si, -0.0006, -0.0001, 0.001
Si, -0.0005, 0.0001, 0.0005
Si, -0.0005, -0.0007, 0.0011
Si, -0.0005, -0.0001, 0.0006
Si, -0.0008, -0.0011, 0.0003
Si, -0.0002, -0.0003, 0.0006
Si, -0.0004, -0.0004, -0.0001
Si, -0.0004, -0.0001, 0.0012
Si, 0.0003, 0.001, -0.003
Si, 0.0001, 0.0007, 0.0014
Si, 0.0168, 0.0111, 0.0019
Si, -0.0009, -0.0012, 0.0006
Si, 0.0009, -0.0024, -0.0044
Si, 0.0002, -0.0004, 0.0001
Si, -0.0003, 0.0002, 0.0001
Si, 0.0016, -0.0009, 0.0001
Si, -0.0008, 0.0014, -0.0022
Si, -0.0009, 0.0019, 0.0004
O, 0, -0.001, 0.0001
O, -0.0015, -0.0039, 0.0001
O, -0.0005, -0.0002, -0.0005
O, -0.0005, -0.0003, -0.001
O, 0.0001, -0.0004, -0.0021
O, 0.0002, -0.0001, -0.0005
O, 0.0024, -0.0023, 0.0001
O, -0.001, -0.0003, 0.0008
O, 0.0017, -0.0004, 0.0005
O, -0.0001, -0.0001, -0.0002
O, 0.0001, -0.0002, -0.0002
O, -0.0007, 0.0006, -0.0001
O, -0.0004, -0.0011, 0.0015
O, -0.0012, -0.0004, 0.0016
O, -0.0002, 0.0004, -0.0005
O, -0.0008, 0, 0.0009
O, 0.0001, -0.0003, 0.0006
O, -0.0006, -0.0004, -0.0008
O, 0, -0.0001, -0.0005
O, -0.0003, -0.0001, 0.0018
O, -0.0004, -0.0002, -0.0007
O, -0.0004, -0.0002, -0.0001
O, -0.0007, -0.0008, 0.0008
O, -0.0001, -0.0013, -0.0014
O, -0.0009, -0.0003, 0.0007
O, -0.0001, 0, -0.0004
O, 0, -0.0003, -0.0007
O, -0.001, 0.003, 0.0024
O, 0, 0, -0.0006
O, -0.0005, 0, -0.0006
O, -0.0005, 0.0011, -0.0015
O, -0.001, 0.0005, 0.0007
O, -0.0003, 0.0003, -0.0007
O, -0.0005, -0.0001, 0.0002
O, 0.0005, -0.0003, -0.0017
O, -0.0008, 0.0001, 0.0017
O, -0.0002, -0.0003, 0.0009
O, -0.0003, -0.0003, -0.0003
O, -0.0002, -0.0001, -0.0011
O, -0.0004, -0.0001, -0.0005
O, 0.0261, -0.1067, 0.0495
O, -0.0008, -0.0006, -0.0031
O, -0.0007, 0, -0.001
O, -0.0006, 0, -0.0003
O, -0.0007, -0.0001, -0.0006
O, 0.0001, -0.0003, -0.0004
O, -0.0005, -0.0015, 0.0018
O, 0.0012, 0.0024, 0.0035
O, 0.0001, -0.0004, -0.0006
O, -0.001, -0.0009, -0.0002
O, -0.0002, -0.0006, 0.0002
O, -0.0008, 0.0001, 0.0001
O, -0.0004, -0.0002, -0.0011
O, -0.0005, -0.0008, 0.0001
O, -0.0003, -0.0003, -0.0003
O, -0.0002, 0, -0.0005
O, 0.0001, -0.0011, 0.0012
O, -0.0001, -0.0011, 0.0003
O, -0.0005, 0.0003, 0.0014
O, -0.0005, -0.0005, -0.0009
O, -0.0005, 0.0001, -0.0005
O, -0.0004, 0.0001, -0.0001
O, 0.001, -0.0001, 0.0005
O, -0.0004, -0.0003, -0.0004
O, -0.0004, -0.0001, 0.0004
O, -0.0005, -0.0011, 0.0013
H, -0.035, 0.1101, -0.042

The program warned: the cutoff lies below the one the program advises for these potential files; the exchange-correlation potential is rough where the density is thin.
